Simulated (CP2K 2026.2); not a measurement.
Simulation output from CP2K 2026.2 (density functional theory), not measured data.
Periodic cell of 740 atoms, Si396O312N32, from a study of silicon, its oxide and their interface. The atomic structure is a simulated model.
Doubt: the forces sum to 2.38 eV/angstrom along one axis rather than to zero, so they err by at least 0.0032 eV/angstrom per atom on average; the grid cutoff is modest.

Settings
functional: PBE
method: Gaussian and plane waves
basis set: DZVP-MOLOPT-SR-GTH
pseudopotentials: GTH-PBE
grid cutoff: 350 Ry, relative cutoff 50 Ry
k points: Gamma only
occupations: fixed
spin: none
net charge: 0

Cell vectors (angstrom)
a 16.3356 0 0
b 0 16.3356 0
c 6.2676 7.6838 43.4918

Atoms: element, x, y, z (angstrom)
Si 7.742 22.61 43.396
Si 3.688 1.46 0.051
Si 1.689 3.847 0.131
Si 4.213 6.431 0.163
Si 7.206 17.753 43.345
Si 3.733 12.657 0.186
Si 13.132 22.452 43.4
Si 9.685 1.223 0.101
Si 6.5 4.326 0.166
Si 9.355 6.961 0.165
Si 7.114 9.209 0.079
Si 15.221 20.032 43.28
Si 11.88 15.392 0.261
Si 14.483 1.657 0.114
Si 12.329 3.889 0.399
Si 20.951 14.825 43.415
Si 12.429 9.346 0.119
Si 14.874 12.155 0.052
Si 2.542 16.364 1.446
Si 5.343 2.652 1.326
Si 2.763 5.319 1.595
Si 5.342 8.181 1.246
Si 2.566 10.991 1.306
Si 5.376 13.725 1.418
Si 8.074 16.313 1.274
Si 10.791 2.673 1.613
Si 8.119 5.433 1.454
Si 10.872 8.193 1.433
Si 8.072 10.885 1.402
Si 10.684 13.547 1.15
Si 13.452 16.473 1.581
Si 16.271 2.735 1.264
Si 13.62 5.555 1.368
Si 16.34 8.264 1.17
Si 13.523 10.905 1.459
Si 16.16 13.77 1.197
Si 1.21 1.397 2.762
Si 4.116 3.969 2.88
Si 1.323 6.862 2.633
Si 3.985 9.574 2.602
Si 1.215 12.389 2.643
Si 4.015 15.07 2.763
Si 6.757 1.345 2.675
Si 9.441 4.096 2.842
Si 6.737 6.866 2.727
Si 9.524 9.6 2.753
Si 6.703 12.264 2.728
Si 9.434 14.918 2.65
Si 12.16 1.41 2.997
Si 14.992 4.151 2.684
Si 12.24 6.836 2.773
Si 14.99 9.539 2.699
Si 12.104 12.316 2.655
Si 14.893 15.037 2.72
Si 16.256 16.344 4.124
Si 2.657 2.675 4.151
Si 16.337 5.498 4.054
Si 2.688 8.198 4.016
Si 16.306 10.947 4.049
Si 2.647 13.65 4.05
Si 5.409 16.381 4.105
Si 8.088 2.691 4.12
Si 5.453 5.449 4.133
Si 8.13 8.214 4.075
Si 5.345 10.887 4.038
Si 8.109 13.604 4.075
Si 10.793 16.245 4.134
Si 13.631 2.814 4.137
Si 10.871 5.463 4.12
Si 13.629 8.196 4.087
Si 10.874 10.94 4.106
Si 13.539 13.621 4.033
Si 17.726 14.957 10.934
Si 4.074 17.628 10.849
Si 17.677 4.083 10.897
Si 4.055 6.838 10.829
Si 17.717 9.553 11.007
Si 4.123 12.261 10.939
Si 6.817 14.935 10.894
Si 9.606 17.638 10.825
Si 6.875 4.088 10.757
Si 9.608 6.819 10.807
Si 6.87 9.593 10.798
Si 9.584 12.217 10.839
Si 12.291 14.909 10.922
Si 15.03 17.675 10.919
Si 12.356 4.075 10.858
Si 15.021 6.794 10.985
Si 12.35 9.509 10.919
Si 15.027 12.2 11.001
Si 2.765 16.295 12.315
Si 5.518 2.682 12.03
Si 2.693 5.484 12.204
Si 5.456 8.254 12.063
Si 2.811 10.913 12.351
Si 5.471 13.619 12.338
Si 8.271 16.26 12.175
Si 11.015 2.655 12.132
Si 8.259 5.428 12.105
Si 10.998 8.113 12.217
Si 8.232 10.91 12.217
Si 11.005 13.429 12.26
Si 13.652 16.306 12.243
Si 16.392 2.693 12.318
Si 13.689 5.361 12.333
Si 16.357 8.173 12.393
Si 13.672 10.821 12.394
Si 16.43 13.57 12.329
Si 17.798 17.696 13.684
Si 4.17 4.064 13.317
Si 17.744 6.807 13.723
Si 4.24 9.517 13.624
Si 17.877 12.32 13.767
Si 4.145 15.015 13.759
Si 6.9 17.717 13.399
Si 9.646 4.007 13.406
Si 6.869 6.909 13.272
Si 9.705 9.587 13.496
Si 6.875 12.227 13.639
Si 9.614 14.792 13.493
Si 12.322 17.688 13.604
Si 15.046 3.987 13.757
Si 12.255 6.683 13.649
Si 14.969 9.464 13.846
Si 12.319 12.119 13.822
Si 14.978 14.917 13.588
Si 16.34 16.279 14.908
Si 3.003 2.769 14.856
Si 16.402 5.399 15.122
Si 2.961 8.109 15.003
Si 16.476 10.9 15.05
Si 2.922 13.68 15.322
Si 5.649 16.445 14.889
Si 8.256 2.743 14.731
Si 5.537 5.508 14.504
Si 8.272 8.184 14.594
Si 5.632 10.811 15.056
Si 8.283 13.541 14.982
Si 10.944 16.192 14.757
Si 13.652 18.94 15.159
Si 10.871 5.232 14.947
Si 13.519 7.975 15.161
Si 10.941 10.7 15.215
Si 13.69 13.589 15.091
Si 17.492 14.913 16.404
Si 4.892 18.323 16.103
Si 18.28 4.381 16.142
Si 4.258 6.48 16.173
Si 18.178 9.75 16.202
Si 4.198 11.949 16.55
Si 7.126 15.168 16.21
Si 9.277 17.325 15.888
Si 7.003 4.387 15.849
Si 9.318 6.641 15.952
Si 7.319 9.586 16.185
Si 9.343 11.96 16.421
Si 12.428 15.192 16.302
Si 14.811 17.262 16.414
Si 12.35 4.108 16.452
Si 14.635 6.326 16.454
Si 11.67 8.725 16.514
Si 15.411 12.544 16.359
Si 15.128 7.147 19.474
Si 12.928 9.288 19.437
Si 15.338 7.545 27.354
Si 3.583 7.279 22.402
Si 19.695 18.627 24.058
Si 17.823 20.684 24.982
Si 13.272 21.21 29.773
Si 4.996 18.392 18.992
Si 10.631 18.741 18.306
Si 15.873 4.386 23.012
Si 10.524 8.87 21.387
Si 10.617 7.395 24.235
Si 8.042 7.228 20.619
Si 8.941 15.74 20.541
Si 8.592 4.444 22.035
Si 18.404 12.379 20.288
Si 12.87 14.002 20.43
Si 14.571 17.376 26.356
Si 11.359 4.949 22.836
Si 15.763 17.328 36.459
Si 5.828 9.223 21.654
Si 12.455 13.494 23.329
Si 8.11 7.889 26.148
Si 7.968 18.705 19.837
Si 12.676 8.148 26.346
Si 8.583 11.825 25.23
Si 4.383 17.813 26.72
Si 9.728 19.901 29.587
Si 13.377 12.468 28.903
Si 18.556 19.654 18.956
Si 11.725 16.831 20.527
Si 18.208 7.38 27.541
Si 4.285 15.812 20.49
Si 6.576 13.855 28.33
Si 5.748 13.596 18.714
Si 18.341 9.908 18.981
Si 13.883 6.289 22.026
Si 19.19 14.061 24.293
Si 14.384 17.986 40.969
Si 9.117 11.732 39.212
Si 16.425 21.16 30.453
Si 18.714 9.896 28.978
Si 14.369 11.844 19.182
Si 8.934 8.696 29.116
Si 18.309 8.721 24.719
Si 11.915 18.569 39.125
Si 8.607 13.651 31.583
Si 7.272 13.326 21.352
Si 6.89 6.91 17.694
Si 16.571 10.535 21.066
Si 16.61 15.303 23.51
Si 16.687 18.195 24.115
Si 6.366 5.278 26.468
Si 19.997 5.968 32.197
Si 17.729 20.934 36.681
Si 7.044 18.855 29.931
Si 4.979 8.633 33.223
Si 3.603 11.188 24.732
Si 12.255 18.394 22.958
Si 8.513 13.559 41.5
Si 4.558 11.084 19.577
Si 4.217 5.154 24.28
Si 11.965 20.953 32.507
Si 18.466 8.209 33.322
Si 4.867 10.561 27.344
Si 10.825 19.752 26.801
Si 17.589 15.169 20.653
Si 10.733 16.043 23.105
Si 9.591 10.938 30.756
Si 9.151 14.982 25.392
Si 16.962 17.025 18.605
Si 13.887 9.957 33.265
Si 18.928 15.728 28.067
Si 4.176 13.306 26.797
Si 20.78 17.15 36.475
Si 6.917 16.973 25.28
Si 16.37 9.437 35.102
Si 16.855 14.431 26.413
Si 6.947 9.362 35.524
Si 10.536 13.925 18.603
Si 8.268 19.725 25.005
Si 12.533 10.176 30.477
Si 16.239 16.483 28.6
Si 15.246 11.004 30.68
Si 11.451 13.306 31.203
Si 16.264 11.84 27.894
Si 16.62 4.955 27.458
Si 4.646 16.271 23.309
Si 4.306 12.548 22.198
Si 13.341 16.765 29.071
Si 13.939 7.053 33.047
Si 21.358 17.577 39.544
Si 6.277 10.106 24.724
Si 9.824 11.699 22.587
Si 21.445 11.511 36.392
Si 19.027 5.29 29.238
Si 7.987 11.21 28.001
Si 15.478 8.763 23.42
Si 13.598 16.08 24.037
Si 12.043 18.437 31.222
Si 13.794 10.067 38.526
Si 15.794 11.826 37.171
Si 5.899 14.582 40.524
Si 10.847 9.078 38.764
Si 10.159 20.45 40.854
Si 8.94 10.458 33.592
Si 14.691 10.043 26.067
Si 16.427 16.146 39.285
Si 17.77 20.13 32.854
Si 17.613 5.793 20.754
Si 8.194 16.067 29.569
Si 9.158 17.963 31.54
Si 18.976 8.462 38.355
Si 15.352 21.162 38.161
Si 6.34 20.648 32.462
Si 13.415 19.427 36.819
Si 10.655 16.611 27.554
Si 14.008 15.907 34.541
Si 6.158 20.499 39.2
Si 8.403 7.554 37.658
Si 9.728 14.084 37.296
Si 14.211 13.01 26.081
Si 4.935 19.997 28.376
Si 16.621 18.082 30.985
Si 13.614 20.202 27.035
Si 5.952 12.267 30.818
Si 11.805 7.643 29.133
Si 7.154 9.449 31.204
Si 17.408 13.12 35.321
Si 9.247 13.248 34.53
Si 10.271 15.408 32.938
Si 9.61 16.843 38.46
Si 19.808 11.084 31.8
Si 17.601 13.445 38.847
Si 19.908 21.95 38.601
Si 14.016 16.522 31.709
Si 11.675 14.369 35.292
Si 8.037 20.924 36.833
Si 16.517 22.333 34.37
Si 12.276 18.627 34.348
Si 9.092 20.853 32.202
Si 19.213 21.386 41.609
Si 17.661 15.439 30.729
Si 14.563 8.209 30.222
Si 18.909 10.314 35.727
Si 16.621 19.94 40.702
Si 14.627 10.799 41.425
Si 19.78 14.169 36.613
Si 17.354 12.733 32.37
Si 11.06 23.469 41.261
Si 15.983 7.891 37.656
Si 18.327 18.52 35.13
Si 18.01 7.434 30.596
Si 16.899 12.852 41.55
Si 7.778 18.452 40.444
Si 11.668 11.692 33.797
Si 18.445 17.676 40.654
Si 21.075 9.104 40.547
Si 9.477 18.56 35.816
Si 5.908 11.673 39.321
Si 6.634 19.02 35.032
Si 6.896 23.207 40.378
Si 1.321 14.987 5.455
Si 4.045 1.347 5.501
Si 1.345 4.125 5.445
Si 4.041 6.83 5.422
Si 1.353 9.574 5.398
Si 4.009 12.262 5.403
Si 6.768 14.981 5.428
Si 9.474 1.325 5.463
Si 6.791 4.083 5.5
Si 9.508 6.842 5.44
Si 6.752 9.562 5.418
Si 9.497 12.269 5.45
Si 12.224 14.943 5.469
Si 14.945 1.389 5.483
Si 12.252 4.129 5.486
Si 14.975 6.824 5.438
Si 12.271 9.568 5.434
Si 14.922 12.262 5.417
Si 2.702 16.304 6.838
Si 5.413 2.724 6.842
Si 2.703 5.473 6.818
Si 5.412 8.192 6.788
Si 2.695 10.907 6.804
Si 5.41 13.602 6.758
Si 8.132 16.308 6.821
Si 10.909 2.687 6.785
Si 8.191 5.448 6.816
Si 10.916 8.183 6.777
Si 8.146 10.895 6.788
Si 10.892 13.572 6.834
Si 13.608 16.314 6.818
Si 16.342 2.74 6.811
Si 13.634 5.474 6.821
Si 16.347 8.193 6.773
Si 13.63 10.892 6.828
Si 16.31 13.602 6.803
Si 1.356 17.697 8.173
Si 4.058 4.094 8.181
Si 1.342 6.841 8.173
Si 4.068 9.563 8.171
Si 1.343 12.248 8.194
Si 4.072 14.926 8.165
Si 6.791 17.673 8.175
Si 9.587 4.075 8.142
Si 6.802 6.83 8.133
Si 9.556 9.536 8.124
Si 6.801 12.275 8.128
Si 9.528 14.952 8.158
Si 12.274 17.671 8.178
Si 14.992 4.099 8.169
Si 12.298 6.845 8.166
Si 15.018 9.528 8.182
Si 12.283 12.232 8.205
Si 14.985 14.956 8.195
Si 16.368 16.316 9.55
Si 2.708 2.711 9.544
Si 16.334 5.459 9.547
Si 2.686 8.218 9.534
Si 16.358 10.871 9.589
Si 2.732 13.589 9.564
Si 5.445 16.276 9.513
Si 8.232 2.684 9.47
Si 5.445 5.47 9.49
Si 8.205 8.177 9.474
Si 5.457 10.942 9.502
Si 8.183 13.592 9.518
Si 10.94 16.256 9.508
Si 13.68 2.694 9.517
Si 10.973 5.435 9.495
Si 13.69 8.154 9.56
Si 10.94 10.831 9.53
Si 13.672 13.566 9.587
O 4.16 11.981 27.698
N 19.846 12.828 25.295
O 4.838 17.263 20.109
O 4.668 17.668 17.58
O 11.549 14.682 17.583
O 17.931 3.558 17.488
O 3.046 5.489 16.648
O 19.236 10.564 30.371
N 18.096 19.183 24.215
O 17.806 15.998 17.624
O 12.831 15.638 20.36
O 2.972 10.867 16.601
O 13.616 16.295 25.635
O 10.981 17.589 23.591
N 7.858 5.808 16.705
O 10.392 7.681 16.753
O 3.625 9.809 19.136
O 8.221 16.324 16.674
O 9.858 12.677 17.815
O 8.26 10.782 16.826
O 13.571 16.253 16.839
O 6.533 18.924 19.103
O 17.842 18.223 19.279
O 19.016 5.387 24.741
O 4.484 6.043 22.959
O 12.256 8.921 18.018
O 10.272 7.914 29.628
O 5.87 3.29 16.479
O 6.522 19.863 31.067
O 19.463 13.559 22.757
N 4.815 10.342 25.622
O 7.694 8.36 30.114
O 8.959 13.383 25.427
O 7.915 19.601 21.176
O 13.477 5.231 16.847
O 13.251 13.406 21.905
O 14.677 9.645 24.5
O 20.98 8.742 42.118
O 20.024 17.847 40.424
O 21.199 20.993 38.315
O 20.672 15.529 36.599
O 14.187 21.276 42.952
O 16.835 4.913 21.85
O 17.736 14.107 31.612
O 12.062 12.424 32.403
O 10.265 22.091 40.842
O 9.641 12.618 37.961
N 20.046 7.449 33.156
N 16.721 6.62 27.095
O 15.248 16.097 35.544
N 15.445 19.189 41.726
O 16.82 13.14 33.828
O 19.159 22.675 42.546
O 20.269 20.324 42.231
O 8.821 13.983 35.924
O 9.358 7.703 25.169
O 18.591 21.31 37.962
O 4.575 12.253 31.628
O 6.44 14.394 17.484
O 18.533 14.281 35.543
O 5.158 21.713 32.256
O 19.918 17.703 25.355
O 18.613 8.237 26.235
O 11.242 14.498 36.844
O 3.835 15.348 24.374
O 11.678 3.582 17.878
O 10.879 18.126 26.998
O 14.566 7.571 22.782
O 5.654 17.884 35.666
O 16.092 8.138 36.039
O 22.067 7.939 40.015
O 7.432 23.314 41.926
O 11.671 13.112 43.14
O 17.756 9.157 17.684
O 7.863 14.853 21.38
O 5.89 13.008 22.188
O 12.96 18.16 29.857
O 6.862 13.073 19.788
N 17.531 14.463 24.761
O 18.05 8.569 31.765
O 16.403 16.866 37.848
O 16.318 15.377 29.808
O 12.177 20.568 26.328
O 18.295 18.756 33.532
O 20.435 9.952 32.779
O 8.636 14.937 30.615
O 12.153 19.952 23.319
O 12.278 18.102 21.366
O 8.863 21.431 43.187
O 16.281 14.182 42.231
O 12.111 18.829 37.545
O 11.1 19.838 39.705
O 8.098 18.316 34.982
O 9.4 12.629 40.525
O 12.494 17.044 31.99
O 14.199 6.24 20.443
O 12.515 6.216 29.343
O 8.25 19.487 29.047
O 13.883 20.715 37.678
O 19.7 10.543 43.299
N 13.818 10.575 31.61
O 15.68 9.086 26.949
O 8.406 22.501 36.798
O 20.915 13.046 36.233
N 9.035 14.236 33.139
O 14.44 15.629 32.992
O 14.8 21.164 30.319
O 21.471 14.377 41.937
O 7.513 11.485 39.101
O 18.116 17.707 42.239
O 15.838 9.784 22.247
O 20.892 17.693 37.992
O 9.534 14.474 42.365
O 13.056 10.965 34.239
O 11.228 14.81 31.759
O 17.222 22.198 35.821
O 11.021 17.204 39.208
O 5.704 13.871 26.956
O 17.581 20.385 26.538
O 17.482 9.436 20.271
O 10.714 19.887 42.274
O 22.3 18.788 43.064
O 19.924 16.971 27.833
O 8.657 19.815 40.675
N 4.922 12.137 18.178
O 9.692 20.018 25.698
O 12.863 5.857 32.95
O 9.302 15.251 38.33
N 19.345 6.318 30.617
O 12.579 11.073 29.12
O 7.505 14.56 40.743
O 8.963 10.36 43.031
O 21.899 13.24 39.645
O 7.755 15.685 25.77
O 12.439 23.032 42.022
O 5.91 17.342 26.489
O 15.685 11.94 41.001
O 14.601 7.369 31.604
O 10.512 8.189 22.846
O 7.092 8.923 25.462
O 7.582 12.534 42.376
O 13.996 7.187 26.496
O 18.628 19.96 35.794
O 17.137 16.834 23.408
O 16.293 11.803 31.596
O 21.727 10.596 40.422
O 13.112 17.256 34.585
O 17.005 14.7 22.078
O 9.402 21.119 30.625
O 7.015 15.375 28.69
O 12.253 9.666 38.143
O 5.166 5.646 25.465
O 7.095 20.289 25.94
O 11.425 13.452 19.888
O 14.422 8.621 19.58
O 10.307 8.155 42.282
O 9.438 11.124 24.056
O 16.058 13.156 36.251
O 4.929 15.486 21.934
O 13.276 17.519 42.064
O 16.706 17.884 29.35
O 7.389 6.495 26.459
O 13.226 8.465 33.43
O 6.837 20.423 35.847
O 7.348 8.541 36.876
O 15.244 14.276 26.119
O 14.421 4.968 22.76
O 20.117 9.627 28.127
O 10.201 10.458 21.614
O 19.536 14.451 27.323
O 17.698 12.038 42.647
O 18.93 9.567 37.173
O 7.498 20.555 38.3
N 15.056 11.977 29.214
O 7.837 12.824 28.237
O 14.812 11.736 17.64
O 9.584 17.437 36.964
O 6.067 16.66 23.951
O 9.705 16.836 32.512
O 20.463 10.599 35.49
O 19.027 21.14 32.791
O 5.728 8.671 34.675
O 19.024 15.902 20.686
O 13.878 10.249 40.119
O 18.771 6.676 21.445
O 9.258 19.263 19
O 17.446 7.009 33.586
O 16.874 18.037 35.559
O 10.329 15.542 26.364
O 7.714 21.512 32.736
O 3.773 17.592 22.891
N 17.314 15.843 27.393
O 13.397 18.511 39.782
O 17.682 20.83 41.544
O 16.395 14.56 38.927
O 7.043 8.511 17.391
N 16.997 19.746 31.37
O 13.326 12.98 24.67
N 6.174 18.869 39.86
O 8.451 11.901 34.177
O 6.045 19.533 33.607
O 13.455 11.416 42.325
O 8.255 9.367 34.557
O 10.206 4.407 21.839
O 9.95 10.344 39.28
O 13.566 17.611 23.488
O 10.444 21.339 32.944
O 15.175 6.794 17.911
O 18.536 10.344 24.746
O 14.987 15.337 23.617
O 16.837 8.289 24.173
O 13.083 10.898 19.455
O 18.098 11.52 18.937
O 8.838 11.062 26.629
O 18.953 13.859 38.014
N 14.697 16.819 27.977
O 15.664 17.593 17.792
O 10.56 10.506 33.682
O 10.748 18.454 34.847
O 9.47 8.013 20.482
O 8.428 17.503 39.319
N 12.279 19.31 32.782
O 11.655 7.851 27.539
O 7.036 11.553 24.829
O 17.578 11.716 21.535
O 7.991 7.2 39.204
O 17.077 7.811 43.117
O 3.837 19.527 19.134
O 10.498 20.376 28.269
O 4.489 8.322 21.581
O 19.443 17.515 35.655
O 13.243 13.109 27.411
O 16.601 20.846 33.734
O 17.857 13.808 19.85
O 19.262 6.171 27.875
O 19.358 8.073 23.69
O 5.828 4.948 27.967
O 12.034 16.207 28.303
O 8.209 20.471 23.575
O 7.762 17.558 41.813
O 7.077 8.305 21.288
O 14.549 18.298 36.815
N 9.85 12.621 30.95
O 8.609 8.383 27.59
O 18.895 15.497 29.674
O 13.245 14.577 35.078
O 16.629 6.853 20.018
N 18.049 9.368 34.562
O 19.787 15.926 43.095
O 16.92 12.051 38.323
O 6.545 10.913 35.893
O 19.703 21.923 40.189
O 9.355 20.049 36.476
O 18.194 4.655 19.781
O 16.442 13.724 16.882
O 5.29 6.623 17.46
O 9.407 16.492 28.584
O 15.296 16.794 40.281
O 7.175 12.924 31.638
O 6.195 8.567 32.156
N 10.398 16.109 21.408
O 13.805 18.765 26.397
O 15.931 17.711 25.497
O 15.63 9.467 30.231
N 15.206 11.609 26.445
O 4.364 19.904 23.968
O 8.2 17.127 20.125
O 18.261 11.796 35.712
N 10.966 12.898 34.767
O 21.879 16.044 39.865
O 6.132 9.712 23.167
O 14.834 8.889 38.175
O 15.514 11.292 20.137
O 11.067 12.705 22.988
O 17.57 18.859 39.948
O 12.291 6.073 22.132
O 15.058 20.953 27.087
N 12.201 15.196 23.539
O 10.244 18.085 16.917
N 10.434 18.593 30.549
O 13.86 15.788 30.269
O 8.12 5.923 21.582
O 14.018 13.398 19.467
N 8.52 10.223 31.945
O 15.745 19.116 23.161
O 11.974 8.801 20.653
O 19.903 7.142 38.027
O 5.759 18.73 28.978
N 17.333 21.097 29.017
O 6.453 10.585 27.799
O 14.459 15.708 43.28
O 9.496 15.372 23.862
O 15.003 6.538 34.157
O 20.076 20.414 29.368
O 6.349 21.679 40.305
O 17.504 10.84 28.34
O 4.13 11.283 23.201
O 17.975 13.19 40.395
O 10.971 15.536 34.385
O 12.539 13.378 29.991
O 16.113 10.594 36.181
O 9.88 8.261 37.721
O 6.29 10.689 30.544
O 10.666 5.789 24.029
O 15.127 17.723 31.559
O 12.221 20.688 30.887
O 15.452 22.74 37.93
O 17.109 13.161 27.418
O 13.226 20.186 28.574
O 18.634 11.802 32.616
O 5.719 10.42 20.534
O 8.784 19.261 32.437
O 17.893 16.326 39.97
O 8.525 12.432 21.912
O 11.289 17.518 19.14
O 15.414 9.735 33.818
O 19.659 9.051 39.719
O 9.396 14.931 19.186
O 11.287 8.03 39.93
O 15.381 9.622 42.24
O 16.527 16.11 19.88
N 18.078 8.272 29.058
O 7.406 6.732 19.216
O 15.007 7.35 28.931
N 8.964 10.449 29.217
O 12.99 19.761 35.295
O 7.98 18.138 24.911
O 16.821 6.334 30.975
N 12.917 8.632 29.955
O 13.162 9.692 26.501
O 16.37 20.287 37.245
O 4.298 19.393 27.034
N 7.791 17.436 30.564
O 5.702 13.22 29.539
O 17.583 16.859 31.548
O 11.03 10.234 31.012
O 15.757 20.843 39.683
O 21.435 11.255 37.984
O 16.452 4.975 24.402
O 17.392 8.059 38.471
N 3.734 12.163 20.642
O 4.756 14.672 19.441
O 14.333 11.446 37.792
O 11.986 7.873 24.937

Results
total energy: -187844.246 eV
total energy less fixed offsets of N -271.95, O -438.35, Si -107.03 eV per atom: 7.234 eV

Forces (eV/angstrom) on atoms 188 to 390 of the 740, counted in the order above; the others are left out for length: element, x, y, z
Si -0.046 0.077 0.018
Si 0.059 -0.072 0.053
Si 0.222 -0.296 0.269
Si 0.197 0.03 0.118
Si 0.052 -0.038 0.092
Si -0.109 -0.128 0.202
Si -0.124 0.05 0.152
Si 0.007 -0.082 -0.161
Si 0.021 0.014 0.052
Si -0.16 -0.123 -0.021
Si -0.003 -0.042 0.126
Si 0.119 0.238 0.043
Si -0.282 -0.07 0.153
Si 0.098 0.107 0.073
Si -0.05 -0.026 -0.106
Si 0.056 -0.238 0.044
Si -0.025 -0.089 -0.015
Si -0.024 0.031 0.111
Si 0.074 0.099 0.028
Si -0.166 0.052 -0.053
Si -0.002 -0.157 0.104
Si 0.03 -0.099 0.127
Si 0.023 -0.007 0.092
Si 0.076 -0.217 -0.251
Si 0.082 -0.029 0.008
Si -0.045 -0.104 0.355
Si 0.054 0.065 0.204
Si 0.028 -0.01 0.035
Si -0.056 0.117 -0.094
Si 0.005 -0.046 -0.168
Si 0.215 -0.281 0.224
Si 0.016 -0.249 -0.113
Si -0.021 0.029 0.231
Si -0.071 0.04 0.093
Si -0.039 -0.038 -0.038
Si 0.074 0.165 -0.182
Si 0.02 -0.1 -0.004
Si 0.076 -0.184 0.121
Si 0.275 0.203 0.296
Si 0.25 -0.094 -0.096
Si 0.04 -0.139 0.074
Si -0.028 0.116 0.116
Si 0.096 -0.082 -0.032
Si -0.255 0.378 -0.087
Si 0.087 0.042 0.169
Si 0.016 0.059 -0.082
Si 0.036 0.13 -0.172
Si -0.253 0.161 0.022
Si 0.21 -0.117 -0.163
Si 0.101 0.053 -0.123
Si -0.045 0.089 0.083
Si -0.025 -0.095 -0.21
Si 0.126 0.064 -0.015
Si 0.035 0.025 0.034
Si 0.037 -0.031 0.039
Si 0.016 -0.078 -0.011
Si 0.23 0.09 0.141
Si -0.053 0.049 -0.103
Si -0.145 0.16 -0.088
Si -0.21 -0.026 -0.193
Si -0.191 -0.114 0.011
Si -0.155 -0.018 0.284
Si -0.057 0.081 0.116
Si 0.045 0.106 0.006
Si -0.001 0.124 0.045
Si 0 0.014 0.02
Si 0.21 0.052 -0.094
Si -0.101 0.011 0.139
Si 0.094 0.031 0.027
Si 0.058 0.111 -0.131
Si -0.116 -0.169 0.156
Si 0.007 0.055 0.231
Si 0.073 -0.181 0.11
Si -0.195 0.013 -0.179
Si 0.089 0.334 0.148
Si -0.02 0.034 -0.221
Si -0.155 0.143 0.02
Si -0.073 0.068 -0.153
Si 0.002 0.04 -0.049
Si -0.026 0.023 -0.131
Si 0.004 -0.033 -0.181
Si 0.122 0.238 0.095
Si -0.143 0.019 0.038
Si -0.046 -0.061 -0.167
Si -0.046 0.007 0.033
Si -0.089 0.191 0.038
Si -0.087 0.033 -0.274
Si -0.053 -0.069 -0.081
Si 0.079 -0.062 -0.136
Si 0.029 -0.025 0.124
Si 0.015 0.137 -0.155
Si -0.048 0.071 0.031
Si -0.009 0.139 -0.16
Si -0.132 -0.196 -0.07
Si -0.061 0.005 -0.028
Si -0.009 -0.012 -0.098
Si 0.097 -0.164 -0.174
Si 0.082 0.05 0.127
Si 0.046 0.132 0.086
Si 0.104 0.314 -0.128
Si 0.175 -0.05 -0.108
Si 0.002 0.069 0.16
Si 0.119 0.132 0.139
Si 0.09 0.109 0.003
Si 0.18 0.07 -0.08
Si -0.048 -0.277 0.027
Si 0.113 0.028 -0.074
Si 0.078 -0.038 -0.228
Si 0.055 0.101 -0.32
Si 0.119 0.032 -0.182
Si -0.025 0.125 0.109
Si 0.02 -0.215 -0.19
Si -0.006 -0.027 -0.161
Si -0.134 -0.166 0.152
Si 0.108 -0.023 -0.148
Si 0.033 -0.002 -0.118
Si -0.039 -0.176 -0.138
Si -0.133 0.153 0.097
Si -0.216 0.284 0.019
Si -0.084 -0.163 -0.159
Si -0.083 -0.104 -0.012
Si 0.138 -0.013 -0.07
Si -0.053 -0.031 -0.028
Si 0.008 0.111 -0.122
Si -0.003 -0.09 -0.068
Si 0.109 0.08 -0.072
Si 0.077 -0.047 -0.014
Si 0.104 0.116 -0.112
Si -0.083 0.022 -0.131
Si -0.068 0.075 -0.033
Si -0.103 0.269 0.235
Si 0.028 -0.012 -0.062
Si -0.057 0.041 -0.164
Si -0.055 0.094 -0.068
Si 0.067 0.112 -0.029
Si 0.039 -0.012 0.052
Si 0.054 -0.013 -0.058
Si -0.001 0.009 0.016
Si 0.01 0.027 0.006
Si -0.01 -0.005 0.001
Si 0.005 0.005 -0.005
Si -0.003 -0.009 0.005
Si 0.005 0.014 0.005
Si -0.022 0.021 0.001
Si -0.009 0.034 0.007
Si 0.015 0.007 -0.001
Si 0.015 -0.002 0.007
Si -0.003 0.009 0.017
Si 0.004 0.011 0.009
Si -0.023 0.011 0.019
Si -0.018 0.015 0.018
Si 0.011 -0.003 0.018
Si -0.008 0.008 0.015
Si -0.001 0.011 0.013
Si 0.003 0.028 0.015
Si 0.015 0.011 0.015
Si -0.018 0 0.005
Si 0.015 -0.012 0.009
Si 0.009 -0.019 0.008
Si 0.009 -0.007 0.016
Si 0.006 0.002 0.007
Si 0.017 -0.013 -0.002
Si 0.013 -0.012 0.006
Si -0.01 -0.021 0.011
Si -0.001 -0.002 0.008
Si -0.005 -0.004 0.017
Si 0.003 -0.006 0.018
Si -0.008 0.009 0.009
Si -0.004 0.012 0
Si -0.013 -0.006 0.021
Si -0.009 -0.004 0.006
Si -0.01 -0.021 0.024
Si 0.003 -0.013 0.008
Si 0.014 0.026 0.003
Si 0.008 0.005 0.004
Si -0.004 0.013 -0.001
Si -0.007 0.013 0.001
Si -0.002 0.008 0.002
Si -0.001 -0.002 -0.002
Si 0.004 0.012 -0.012
Si -0.006 0.011 -0.002
Si 0.006 -0.001 -0.007
Si 0.009 -0.003 -0.015
Si -0.01 0.008 -0.004
Si -0.014 0.028 -0.002
Si 0.004 -0.014 0.004
Si -0.017 -0.002 0.003
Si -0.003 -0.007 0.004
Si 0.004 -0.013 -0.001
Si -0.016 0.001 0.018
Si -0.004 0.016 -0.001
Si -0.002 -0.012 -0.023
Si -0.007 -0.005 -0.007
Si 0.005 -0.004 -0.009
Si 0.002 -0.018 0.002
Si 0.002 -0.009 -0.004
Si 0.009 -0.005 -0.012
Si -0.01 0.011 -0.003
Si 0.012 0.001 -0.017
Si -0.017 -0.01 0.002
Si -0.004 -0.006 -0.011
Si 0.026 -0.003 -0.008
Si 0.016 0.005 -0.004
